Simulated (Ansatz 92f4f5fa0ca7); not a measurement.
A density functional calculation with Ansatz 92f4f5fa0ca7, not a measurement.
Periodic cell of 181 atoms, Si103O78, from a study of silicon, its oxide and their interface. The atomic structure is a simulated model.

Settings: functional r2SCAN; potential files Ansatz norm-conserving; basis plane waves; wave-function cutoff 1300 eV; density cutoff ratio 4; exchange-correlation grid ratio 1; k mesh 2 x 2 x 1, shifted by 0.5 0.5 0.5 of a step; self-consistency stop 5e-10 eV per atom in the density residual; occupations Fermi-Dirac, 0.05 eV; spin none; net charge 0.

Cell vectors (angstrom)
a  10.993  0.0537  -0.0857
b  0.0537  10.9516  -0.0607
c  -0.2065  -0.1463  26.3205

Atoms: element, x, y, z (angstrom)
Si  1.7127  2.3398  17.2285
Si  7.7866  -0.0013  21.7136
Si  5.0679  5.705  10.6734
Si  0.2428  5.7658  11.1533
Si  1.6563  9.6654  22.5443
Si  6.5764  9.6963  23.5312
Si  4.4477  5.796  25.8686
Si  0.0867  0.2899  0.2117
Si  1.4229  1.6363  1.5196
Si  3.6642  3.8698  1.1576
Si  1.4607  6.8971  1.1904
Si  4.1207  9.5187  1.1426
Si  6.555  1.4477  1.1296
Si  9.4641  4.1101  1.1665
Si  6.8443  6.7657  1.4592
Si  9.6321  9.6853  1.089
Si  2.7258  0.0214  2.6346
Si  10.7256  2.8802  2.5076
Si  2.4594  5.454  2.6568
Si  10.7534  8.1211  2.3847
Si  7.9645  0.1252  2.4854
Si  5.3782  2.7932  2.5965
Si  8.3175  5.4535  2.7915
Si  5.4589  8.151  2.7063
Si  4.1049  1.3755  3.8548
Si  1.2434  4.1755  4.0764
Si  3.8638  6.7073  4.1177
Si  1.1501  9.4638  3.7903
Si  9.4263  1.4341  3.9369
Si  6.6743  4.2936  3.8902
Si  9.4976  6.868  3.9127
Si  6.6336  9.7273  3.8337
Si  10.7976  0.1177  5.1714
Si  2.4514  2.6784  5.3358
Si  10.8776  5.5674  5.5209
Si  2.48  8.3757  5.3798
Si  5.4571  0.1745  5.4663
Si  7.899  2.7696  5.2829
Si  5.2039  5.467  5.4095
Si  8.1092  8.2842  5.269
Si  1.2282  1.3356  6.594
Si  3.9876  4.0213  6.7996
Si  1.1983  6.9064  6.8843
Si  3.9561  9.7329  6.5164
Si  6.8316  1.5879  7.0548
Si  9.3268  4.1541  6.5825
Si  6.8861  6.8078  6.6903
Si  9.546  9.837  6.5498
Si  2.4389  10.7328  8.0534
Si  10.7709  2.7139  7.6016
Si  2.5641  5.393  7.8578
Si  10.9151  8.3266  7.92
Si  8.2894  0.2117  8.4232
Si  5.2232  2.7024  8.3966
Si  8.1669  5.4464  8.2974
Si  5.3776  8.3853  7.7932
Si  4.2629  0.924  9.7379
Si  1.2948  3.9452  9.1955
Si  4.0826  6.9501  9.1981
Si  1.2431  9.4068  9.3804
Si  9.8498  1.7968  9.4505
Si  6.5652  4.1722  9.7325
Si  9.6819  6.7464  9.4752
Si  6.6699  9.7934  9.212
Si  7.5919  4.7492  21.293
Si  7.9777  4.6376  14.2832
Si  10.8912  10.2189  10.9486
Si  2.6561  4.7547  18.8553
Si  3.8281  0.9357  12.1244
Si  2.21  8.0109  15.7153
Si  6.8967  9.2347  20.0857
Si  8.7806  2.4114  25.9536
Si  5.3803  7.9958  15.0795
Si  5.5236  4.2434  18.1476
Si  3.333  9.5976  20.6441
Si  0.2838  8.5639  20.1913
Si  9.6183  3.5696  23.401
Si  0.9689  1.8345  22.0492
Si  8.2966  3.0866  11.6654
Si  10.4186  5.922  25.2709
Si  6.4044  2.863  20.7608
Si  1.1123  0.4481  19.4318
Si  6.3619  6.5037  12.5725
Si  2.1973  9.711  24.6905
Si  3.8999  3.6513  10.2928
Si  8.3497  1.6938  14.3362
Si  3.4855  3.5519  21.6764
Si  8.3614  8.2142  25.6176
Si  0.2812  2.6854  15.2892
Si  7.5221  6.2585  16.7306
Si  0.8235  5.5297  14.097
Si  2.3754  7.9198  10.4856
Si  4.3709  10.5938  25.7116
Si  8.4355  7.3287  19.5607
Si  5.9015  0.0783  14.663
Si  3.1487  7.6701  26.2373
Si  8.3347  8.096  11.0061
Si  4.5242  2.3015  16.1005
Si  5.2276  8.7228  21.8229
Si  2.011  7.8591  18.8289
Si  5.1182  5.8013  22.8842
Si  2.6524  3.153  13.7447
Si  1.9666  9.7678  13.065
O  6.7749  3.3187  11.1614
O  3.4083  2.5602  12.2946
O  8.7737  4.1991  12.8004
O  10.7215  2.69  22.6663
O  2.6682  4.2495  20.405
O  2.4169  8.1065  24.8216
O  2.8554  0.1393  13.0852
O  1.934  6.2059  18.5331
O  4.2087  4.9844  18.5195
O  9.9055  1.752  14.9041
O  9.5897  7.329  25.0786
O  6.6168  5.3418  17.6404
O  7.8767  7.1689  12.2672
O  10.7066  0.8978  10.5876
O  5.7827  9.5347  15.1813
O  3.424  8.4217  19.4272
O  2.2606  4.763  13.6847
O  8.5729  2.879  24.4194
O  5.5338  3.2947  16.7683
O  0.8552  10.0499  25.7166
O  10.8082  4.4357  14.8823
O  1.1829  0.2681  22.4176
O  0.2597  4.2023  10.6392
O  1.213  6.7612  15.147
O  0.9915  1.1374  17.9729
O  7.43  7.4184  -0.0376
O  2.4033  2.754  0.8886
O  9.8895  7.8379  19.9776
O  3.8695  3.1127  14.8613
O  2.6032  8.7184  11.9149
O  7.6992  3.1072  14.9252
O  10.414  4.7852  24.1221
O  7.135  9.0868  10.5952
O  4.7726  2.7626  21.2675
O  3.8804  7.7639  15.5802
O  2.5761  2.9219  9.8919
O  1.7442  6.3859  10.8553
O  5.7155  5.7709  0.7135
O  6.4306  7.1328  15.8889
O  3.1719  1.8307  16.8139
O  5.5525  10.0903  24.6534
O  6.9464  1.2399  20.9163
O  8.4483  5.4681  15.6766
O  7.8668  8.9491  24.1924
O  1.3424  2.2824  14.0401
O  8.3798  6.9808  17.9205
O  0.5173  10.2032  12.5566
O  8.0682  5.9638  20.4128
O  0.403  10.0891  19.517
O  6.1675  3.1102  19.1523
O  2.3962  2.5383  22.4296
O  5.3821  7.602  13.4692
O  3.8345  4.9188  22.5394
O  7.62  1.8374  0.0111
O  3.756  4.2327  25.8461
O  9.8644  5.4985  0.2959
O  0.6154  1.7078  20.4
O  5.2279  6.1219  24.4717
O  9.8698  1.2206  25.6438
O  6.4621  5.1395  22.2873
O  4.6656  7.237  22.2608
O  0.9767  5.9262  25.9804
O  1.8644  9.2025  14.5918
O  5.5498  10.8228  9.8172
O  -0.028  5.8606  12.7887
O  5.1166  1.1419  0.0396
O  8.5026  1.8082  12.6827
O  9.777  8.9729  11.2107
O  9.1672  3.0631  10.2295
O  1.8633  8.2951  17.2628
O  0.4821  8.647  21.8698
O  7.4991  0.4585  14.7231
O  6.6434  5.3895  13.712
O  8.9431  4.3894  22.1647
O  5.1078  0.8335  15.8436
O  5.1711  0.4917  13.2243
O  2.7636  0.0483  19.764
O  1.7129  3.6398  18.1411

Results
free energy: -48297.302 eV
free energy less fixed offsets of O -463.61, Si -117.95 eV per atom: 13.128 eV
pressure: -1.71 GPa
stress xx, yy, zz, yz, xz, xy (GPa, positive in tension): 1, 0.89, 3.24, -0.11, 0.36, 0.1

Forces (eV/angstrom), in the order of the atoms: element, x, y, z
Si  -1.209  -0.405  -1.4859
Si  -1.8897  -0.4632  -0.7318
Si  1.3874  -0.6714  1.9236
Si  -0.2485  0.0059  0.1605
Si  -0.4565  -0.3319  -3.9066
Si  1.3282  1.4084  -2.087
Si  -0.5625  -1.4515  -1.5651
Si  -1.0909  0.2912  1.2284
Si  -0.1213  -0.5854  0.5566
Si  -1.1291  -0.7731  -0.8588
Si  0.3884  -0.0445  -1.7038
Si  0.3562  -0.8294  2.3812
Si  -2.5011  -0.7242  -0.8723
Si  -0.221  3.0073  -0.2943
Si  0.0962  -0.0937  -2.364
Si  -1.2897  0.9  -0.3288
Si  -0.9651  -1.3306  -0.3281
Si  1.9407  -0.4561  2.3539
Si  1.4813  -0.2815  -0.4655
Si  0.8221  0.0781  -0.4235
Si  0.4866  -1.5276  0.0931
Si  -0.2824  1.4633  -1.3335
Si  -2.0104  -1.3333  -2.2113
Si  -1.3583  0.1043  -0.1422
Si  -0.3884  0.1614  2.2678
Si  -1.9921  -0.3806  0.3368
Si  -0.6376  2.1396  -1.1237
Si  0.3973  1.1897  0.3026
Si  -1.5357  1.1362  -0.9936
Si  -0.8124  -1.0404  1.1668
Si  1.7998  1.2061  2.1409
Si  1.2865  -0.1095  1.517
Si  0.9578  -1.0704  -0.4625
Si  2.9744  0.5471  -0.9948
Si  -0.459  0.0424  -1.85
Si  0.274  -1.7722  -0.645
Si  -0.1693  0.384  -0.2037
Si  0.738  0.2357  0.0169
Si  2.2209  -0.4816  0.6242
Si  -0.0338  0.6554  -0.3821
Si  -0.2026  -1.8082  0.899
Si  -0.3135  -1.4425  -0.9683
Si  0.9901  -0.0237  -2.1
Si  0.0738  0.0395  0.5003
Si  -0.2257  -0.9983  -1.2938
Si  -0.5097  0.4922  0.2757
Si  -1.0435  0.3313  0.2687
Si  -0.7812  -1.0571  1.2146
Si  1.9781  2.1379  -0.14
Si  1.2197  0.9219  1.4618
Si  0.6034  1.4225  2.0978
Si  -2.6422  -0.0593  0.7929
Si  0.3951  0.1376  -1.5577
Si  0.3498  0.1353  0.3044
Si  -0.1359  -0.8149  -0.5879
Si  0.6844  -1.0433  0.2889
Si  -0.7273  -0.7599  -1.183
Si  -1.1266  -1.7634  1.5832
Si  -0.9346  1.2395  -1.4286
Si  -1.1437  0.5558  -0.4964
Si  -0.3748  -1.837  0.9773
Si  -0.6213  0.6682  -1.2374
Si  -0.7203  1.4504  0.1916
Si  -0.9626  0.4631  -0.0671
Si  3.1558  -1.5972  0.9399
Si  0.2499  -2.0586  0.0591
Si  -0.7331  0.3355  1.2676
Si  -2.1789  0.9906  1.687
Si  3.0698  0.6188  2.0877
Si  0.8318  -0.7098  -2.1365
Si  0.5538  -1.0908  0.8252
Si  -0.0858  -1.6507  -1.6156
Si  -0.2546  -0.1656  -1.8434
Si  4.5379  -2.1232  -3.0121
Si  -0.5639  1.4209  -0.5477
Si  0.326  0.5878  1.257
Si  0.0166  2.1197  -1.6411
Si  -0.3343  -0.0572  -1.5776
Si  1.5595  -0.4099  2.4217
Si  0.5092  -0.6007  1.6323
Si  -1.094  -3.2551  -1.4745
Si  3.5634  3.8704  0.6394
Si  -1.528  1.991  1.5827
Si  -0.6493  0.9559  2.0108
Si  2.2161  0.6036  1.5608
Si  2.7567  3.6215  -0.8983
Si  -2.913  1.8326  0.0948
Si  0.0924  1.1044  -0.2217
Si  -1.8551  0.8056  -1.5303
Si  -0.5215  0.9318  0.6855
Si  0.3506  -1.8349  3.1301
Si  1.4178  -2.0443  1.6524
Si  0.9389  -0.4892  -1.7358
Si  -2.4021  0.3181  -1.3467
Si  -1.274  0.0317  -0.5684
Si  -1.8365  -1.5832  1.4027
Si  2.7798  -0.3666  -0.8787
Si  -0.8881  -0.8817  -1.233
Si  2.1056  -0.1057  -1.6172
Si  0.1118  -2.6337  -1.1826
Si  -0.9506  1.2764  0.2722
Si  2.3341  1.0218  -0.2135
Si  0.767  -0.7749  0.1584
O  0.7748  -0.0638  -0.2533
O  -0.5633  0.515  1.5937
O  -0.8139  1.5702  0.421
O  1.2742  -1.8947  -0.0444
O  0.4294  -0.4193  0.256
O  0.5857  -0.2374  0.2101
O  -1.9791  -1.2569  -0.1441
O  1.014  -0.5604  1.3754
O  -0.8659  0.0493  -0.2073
O  1.1322  0.775  0.6254
O  1.8186  -1.6172  -0.8585
O  -1.6202  -1.7428  1.7086
O  -0.9233  0.3118  -0.1821
O  -1.1552  -0.4557  -0.3799
O  0.4905  0.3646  -0.8103
O  -0.6424  0.1652  0.8082
O  -0.9292  -0.6398  -0.2302
O  0.1759  1.0048  -1.0592
O  -0.7556  1.0219  1.6135
O  2.0479  -0.9956  -2.7117
O  2.5042  -0.988  -0.7071
O  -0.9237  1.0367  0.6765
O  2.8368  0.7553  -1.6063
O  0.7681  -0.1515  -0.5641
O  -0.361  -1.4651  0.739
O  -0.24  0.0528  1.5877
O  1.4138  1.102  -0.3498
O  0.6254  0.0206  -0.3604
O  -0.8327  0.0498  -1.9252
O  -0.1386  0.1446  1.0158
O  0.0369  0.4942  -1.3131
O  0.1834  0.8994  1.0425
O  0.323  -0.746  0.4715
O  2.649  -0.352  -0.0393
O  -2.8495  -0.1528  0.7858
O  -4.5512  0.6626  -1.4997
O  -0.8164  1.142  0.151
O  1.4085  -0.0267  1.9045
O  1.1657  -0.0345  0.8525
O  -0.9858  0.412  1.6776
O  -1.853  0.3717  2.1016
O  0.1502  2.5396  0.8338
O  -0.1999  -0.3271  -2.0035
O  -0.2312  -0.8629  1.4592
O  -0.4736  0.3315  0.5739
O  0.6643  0.6629  0.3373
O  -0.4259  0.1647  -0.7086
O  0.2036  0.9283  -1.5058
O  -2.9856  -3.1782  0.7814
O  -0.6866  1.1793  0.0654
O  0.34  0.9388  -0.8651
O  1.4485  -1.1161  -0.8798
O  -0.1584  -2.1028  0.1265
O  -0.3759  0.2714  -0.2869
O  0.3074  1.4435  2.1284
O  -0.3349  -1.3243  0.5628
O  0.7346  -0.4651  1.485
O  -0.018  -0.9122  -0.0799
O  0.4542  -0.0706  0.2938
O  -2.5045  1.9366  2.3225
O  0.4468  0.0835  -0.3653
O  -1.6649  1.1227  0.3585
O  0.4968  -0.3177  0.1942
O  0.1698  -0.1511  -0.1337
O  0.187  0.7694  -1.4743
O  1.9405  1.7659  1.7352
O  -0.8338  -0.6678  -0.7972
O  -0.9545  1.5294  0.0105
O  -1.4718  -0.7881  1.7216
O  -0.1419  1.0218  -0.8872
O  0.4048  0.7157  -0.5772
O  -1.404  -1.6609  0.1872
O  0.6801  -0.9085  0.0875
O  -1.1724  -0.6898  0.0005
O  0.9332  1.0115  -0.5575
O  0.6832  0.55  -0.832
O  -0.765  -1.0361  1.1658
O  1.1229  1.2991  -0.0398
